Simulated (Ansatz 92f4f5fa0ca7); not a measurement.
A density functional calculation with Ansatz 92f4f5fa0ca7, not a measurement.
Periodic cell of 226 atoms, Si133O92As1, from a study of silicon, its oxide and their interface. The atomic structure is a simulated model.
Doubt: the cutoff is far below the 930 eV that the study's wrapper takes by default for these files, so forces and energies are approximate.

Settings: functional PBE; potential files Ansatz PAW; basis plane waves; wave-function cutoff 580 eV; density cutoff ratio 5; exchange-correlation grid ratio 1; k mesh 1 x 1 x 1, Gamma-centred; self-consistency stop 5e-08 eV per atom in the density residual; occupations fixed; spin none; net charge +1 e, with a uniform compensating background and no finite-size correction.

Cell vectors (angstrom)
a, 10.938, 0, 0
b, 0, 10.938, 0
c, 0, 0, 31.9494

Atoms and the computed forces on them: element, x, y, z (angstrom), force x, y, z (eV/angstrom)
Si, 10.6251, 0.0098, 24.4228, 0.0285, -0.0019, -0.2193
Si, 5.078, 0.1382, 24.6659, -0.0074, -0.0181, -0.1624
Si, 2.8226, 2.3053, 24.5384, -0.0306, -0.0017, -0.2082
Si, 8.5689, 2.4466, 24.5697, 0.0057, 0.02, -0.1817
Si, 10.7105, 5.6018, 24.3399, -0.0183, -0.0422, -0.1872
Si, 5.1586, 5.623, 24.4576, 0.0058, -0.0041, -0.2158
Si, 2.9878, 7.9639, 24.4097, 0.0003, 0.0317, -0.1794
Si, 8.4178, 7.8445, 24.4234, -0.011, -0.0086, -0.2075
Si, 1.2929, 1.1376, 25.8422, 0.0078, -0.0051, 0.0678
Si, 6.8153, 1.3378, 25.7495, 0.0333, 0.0002, -0.0097
Si, 3.987, 4.0195, 25.7411, -0.0028, 0.0138, 0.0024
Si, 9.6887, 4.0326, 25.8554, 0.0298, 0.0184, 0.0318
Si, 1.34, 6.8037, 25.678, 0.0286, 0.0123, -0.012
Si, 6.8062, 6.7306, 25.7546, 0.0057, 0.0139, 0.0477
Si, 4.0013, 9.4796, 25.9573, -0.0026, -0.0136, 0.0482
Si, 9.4845, 9.4497, 25.8089, 0.0116, 0.0108, 0.0098
Si, 2.6363, -0.1248, 27.3018, -0.0426, -0.0251, 0.016
Si, 8.1461, -0.0568, 27.1515, -0.0749, -0.0366, -0.0077
Si, 0.0845, 2.6658, 27.2156, 0.0108, 0.0032, 0.0033
Si, 5.4587, 2.7362, 27.1182, 0.0144, 0.0052, -0.0224
Si, 2.671, 5.4281, 27.1164, -0.0431, -0.0503, -0.0362
Si, 8.1985, 5.3829, 27.1411, -0.0313, -0.0288, -0.0396
Si, 0.0206, 8.1666, 27.137, -0.026, -0.0098, -0.0228
Si, 5.5139, 8.1526, 27.1846, 0.0085, 0.0009, -0.0141
Si, 4.0959, 1.3447, 28.4971, -0.0651, -0.0723, 0.0385
Si, 9.5467, 1.3235, 28.5052, 0.0365, 0.0483, 0.0349
Si, 1.4001, 4.0769, 28.5775, -0.1061, 0.0094, -0.0892
Si, 6.8144, 4.0724, 28.532, -0.0043, 0.0065, -0.0227
Si, 4.0832, 6.7805, 28.4858, 0.0191, 0.0856, 0.0578
Si, 9.5683, 6.7928, 28.4786, -0.0444, 0.0002, 0.0782
Si, 1.286, 9.481, 28.6532, 0.1106, 0.1026, -0.1951
Si, 6.8289, 9.5445, 28.5737, -0.0148, 0.0136, -0.0885
Si, -0.0463, -0.0166, 29.9359, -0.0265, 0.0726, 0.0476
Si, 5.4523, -0.008, 29.8996, 0.0025, 0.0205, 0.0124
Si, 2.7738, 2.7243, 29.906, 0.0229, -0.0943, 0.011
Si, 8.1877, 2.7089, 29.8798, 0.0415, -0.0262, 0.0031
Si, -0.0183, 5.445, 29.8938, 0.0441, 0.0054, 0.0083
Si, 5.4545, 5.4531, 29.8919, 0.0076, 0.0098, 0.0051
Si, 2.7391, 8.1499, 29.9126, 0.0601, -0.0937, 0.036
Si, 8.2237, 8.1797, 29.8856, 0.0288, -0.0584, -0.014
Si, 1.3686, 1.3782, 31.2555, 0, -0.0012, -0.0026
Si, 6.8282, 1.3675, 31.2627, -0.0363, 0.0061, -0.0141
Si, 4.1151, 4.0879, 31.2809, 0.0106, 0.0254, 0.0158
Si, 9.5517, 4.0839, 31.2591, -0.0145, -0.013, -0.0018
Si, 1.3615, 6.8099, 31.2741, -0.0425, 0.0075, 0.0029
Si, 6.8302, 6.843, 31.2491, 0.0067, -0.0074, -0.0219
Si, 4.0919, 9.5603, 31.2656, -0.0265, 0.0229, -0.0211
Si, 9.5479, 9.5492, 31.291, 0.0128, -0.0226, 0.0251
Si, 2.7372, 0.014, 0.6757, 0.0345, 0.0087, -0.006
Si, 8.2002, 0.016, 0.6764, 0.0173, 0.015, -0.0397
Si, 0.0094, 2.7501, 0.6902, 0.0004, 0.0005, -0.0345
Si, 5.4838, 2.7453, 0.7033, 0.0195, -0.028, 0.0124
Si, 2.7383, 5.4605, 0.6845, -0.0132, -0.0207, -0.0339
Si, 8.204, 5.4886, 0.6694, -0.0026, 0.0113, -0.0196
Si, 0.0127, 8.2093, 0.7022, 0.0273, -0.0105, 0.009
Si, 5.48, 8.2222, 0.6896, 0.0098, -0.0095, -0.0458
Si, 4.1022, 1.3799, 2.0629, -0.006, 0.036, -0.0165
Si, 9.5997, 1.3509, 2.0415, 0.088, -0.0233, -0.0515
Si, 1.3579, 4.1455, 2.0668, -0.0645, 0.016, -0.0074
Si, 6.8461, 4.1461, 2.0448, -0.0704, 0.0359, -0.0535
Si, 4.0961, 6.8496, 2.0325, -0.0032, 0.0203, -0.0259
Si, 9.5782, 6.8367, 2.0643, 0.0479, -0.0122, -0.0249
Si, 1.375, 9.6169, 2.0558, -0.0802, 0.0322, -0.0449
Si, 6.8372, 9.6252, 2.0418, -0.0821, 0.0412, -0.0002
Si, 0.0311, 0.0287, 3.4764, 0.0108, -0.0136, -0.0942
Si, 5.5015, 0.0476, 3.4491, -0.0269, 0.1008, -0.081
Si, 2.7061, 2.7623, 3.3972, 0.0799, -0.0335, 0.0402
Si, 8.2608, 2.7794, 3.3233, -0.0664, -0.0038, 0.19
Si, 0.0193, 5.5134, 3.4894, -0.0668, -0.0096, -0.1128
Si, 5.4486, 5.5082, 3.4175, 0.0941, -0.1215, -0.0423
Si, 2.7206, 8.2194, 3.3787, 0.0123, 0.028, 0.0129
Si, 8.2546, 8.3104, 3.3618, 0.0341, -0.156, 0.0483
Si, 1.3705, 1.4489, 4.8371, 0.0155, 0.0434, 0.0216
Si, 6.9102, 1.4869, 4.7328, 0.0175, 0.0408, -0.0845
Si, 4.0592, 4.1277, 4.7628, 0.028, 0.0269, -0.0467
Si, 9.5918, 4.0684, 4.7835, 0.0256, -0.0165, -0.029
Si, 1.3387, 6.9849, 4.8349, 0.0409, 0.0277, -0.0346
Si, 6.9156, 6.9031, 4.6544, -0.1848, 0.2005, 0.0084
Si, 4.031, 9.6364, 4.7207, 0.0918, -0.1407, 0.0525
Si, 9.6397, 9.5548, 4.8328, 0.0411, 0.0335, -0.0386
Si, 2.7446, 0.0519, 6.1604, -0.001, -0.0107, -0.0824
Si, 8.3418, 0.132, 6.0395, -0.085, -0.0305, 0.0616
Si, 0.0157, 2.7909, 6.2944, -0.0159, -0.025, 0.0172
Si, 5.5155, 2.8322, 6.0949, 0.014, 0.0026, -0.0373
Si, 2.7091, 5.5719, 6.0844, 0.0469, -0.0024, 0.0335
Si, 8.266, 5.5704, 6.0013, 0.0068, -0.0194, -0.089
Si, 0.0458, 8.3003, 6.3828, -0.0082, -0.0127, 0.008
As, 5.4905, 8.283, 6.1299, 0.0635, -0.0581, 0.2178
Si, 4.4424, 1.1536, 7.3298, -0.0611, 0.0386, 0.1929
Si, 9.8116, 1.154, 7.613, -0.0793, 0.0397, 0.2218
Si, 1.1832, 4.4789, 7.4895, 0.0692, -0.0188, 0.2507
Si, 6.6204, 4.5507, 7.2678, 0.0228, -0.0943, 0.1879
Si, 4.2278, 6.6584, 7.5185, 0.2666, -0.062, 0.2113
Si, 9.7491, 6.5962, 7.5183, 0.073, 0.0011, 0.2852
Si, 1.2683, 9.9427, 7.6991, -0.0488, -0.0123, 0.3463
Si, 6.8048, 9.965, 7.3598, -0.2888, 0.1924, 0.2141
O, 9.588, 1.2524, 23.9853, -0.018, -0.0153, 0.0994
O, 4.1097, 6.8168, 23.9518, -0.0022, -0.0283, 0.0871
O, 4.0135, 1.2537, 24.0337, 0.0068, 0.0003, 0.0998
O, 9.5394, 6.7163, 23.9027, 0.0108, -0.0047, 0.0895
O, 0.0115, 5.5404, 8.0339, -0.1376, 0.0432, -0.116
O, 5.5825, 0.0369, 7.8238, -0.0628, 0.0896, -0.0032
O, 0.0465, 0.0787, 8.1579, 0.1338, -0.044, -0.1167
O, 5.491, 5.6465, 7.8334, 0.1132, -0.045, -0.0558
O, 7.5445, 3.9974, 8.4975, -0.1361, 0.1477, -0.3178
O, 8.7449, 7.0202, 8.7827, 0.079, -0.0763, -0.2332
O, 2.1777, 9.4584, 9.0331, -0.1253, 0.0785, -0.2674
O, 8.8508, 1.6835, 8.883, 0.0851, -0.0728, -0.2007
O, 7.6019, 9.4159, 8.6734, -0.0254, 0.0339, -0.283
O, 3.6685, 1.7525, 8.649, 0.1134, -0.1484, -0.2699
O, 3.5864, 7.2358, 8.9227, -0.043, -0.0098, -0.2422
O, 2.1228, 3.9654, 8.7567, -0.1037, 0.0626, -0.201
O, 8.1391, 3.5011, 23.3663, 0.0856, -0.0714, 0.2162
O, 0.4522, 4.9504, 22.9547, -0.0575, 0.0962, 0.2112
O, 1.9078, 2.7643, 23.2489, 0.0955, -0.079, 0.2412
O, 5.8287, 4.9185, 23.1212, -0.0851, 0.078, 0.2107
O, 5.5323, 10.0135, 23.4983, -0.1099, 0.0713, 0.2464
O, 2.4447, 8.6987, 23.0241, 0.0739, -0.074, 0.2217
O, 0.1915, 10.0813, 23.0862, -0.0795, 0.063, 0.2318
O, 7.7894, 8.5868, 23.0787, 0.0838, -0.0812, 0.2098
Si, 8.6581, 7.7054, 18.4442, 0.0146, -0.0092, -0.0064
Si, 8.786, 6.358, 13.6271, 0.0364, -0.0297, 0.2283
Si, 3.7893, 1.5438, 14.7377, 0.0017, -0.0003, 0.1934
Si, 2.1354, 5.7578, 17.6287, 0.0021, 0.0059, 0.0364
Si, 2.4168, 3.1548, 19.4946, 0.0293, -0.0195, -0.1253
Si, 9.8127, 9.0349, 12.0797, 0.0314, 0.0566, 0.3904
Si, 1.3325, 9.4309, 22.08, -0.0065, 0.0026, -0.3392
Si, 9.168, 0.9656, 13.2049, 0.0181, 0.0002, 0.2464
Si, 1.4212, 5.058, 13.0272, -0.0291, -0.0029, 0.2241
Si, 1.7936, 8.2586, 12.8153, -0.064, -0.0018, 0.4101
Si, 6.6576, 9.5676, 22.4275, -0.008, 0.0181, -0.3278
Si, 4.5257, 4.6051, 15.712, 0.0014, -0.0144, 0.1782
Si, 8.1953, 3.0154, 9.5938, 0.0725, 0.0389, 0.4764
Si, 0.8401, 8.2577, 19.2639, -0.0078, -0.0288, -0.1175
Si, 6.9562, 1.3611, 21.0929, -0.0081, 0.0057, -0.201
Si, 8.2329, 8.2934, 9.6762, 0.0894, -0.0959, 0.6054
Si, 10.891, 5.2079, 15.6075, 0.0068, -0.0202, 0.1814
Si, 7.5657, 9.5025, 16.3221, 0.0118, -0.0109, 0.1307
Si, 9.9353, 2.0722, 20.3033, -0.0088, -0.0273, -0.1599
Si, 3.2142, 8.5183, 9.9123, 0.0403, 0.1253, 0.5867
Si, 6.6956, 3.357, 17.4145, 0.0155, -0.0217, 0.0193
Si, 1.1674, 0.221, 19.8073, -0.0136, 0.0134, -0.1245
Si, 3.2309, 2.8207, 12.3017, -0.0229, 0.0096, 0.3585
Si, 7.2175, 5.4029, 19.6906, -0.0091, 0.0312, -0.1473
Si, 5.749, 8.6654, 11.5437, -0.0162, 0.0461, 0.4898
Si, 5.7862, 6.0704, 13.2014, -0.0131, -0.0431, 0.3118
Si, 4.6314, 9.7126, 17.6294, 0.0067, 0.0063, 0.0243
Si, 1.0252, 3.6146, 22.1793, -0.0222, -0.0456, -0.3379
Si, 4.8988, 1.493, 18.8048, -0.0241, 0.0049, -0.0513
Si, 3.2294, 3.0482, 9.5147, 0.0191, 0.0314, 0.4385
Si, 6.4453, 10.8189, 13.7934, 0.0195, 0.0408, 0.2729
Si, 10.3459, 0.1199, 15.9799, -0.001, -0.0069, 0.135
Si, 5.6718, 3.6437, 11.1669, -0.006, 0.0339, 0.3774
Si, 9.8419, 3.8941, 11.9057, 0.0515, 0.0027, 0.3481
Si, 2.3393, 9.9268, 15.5496, -0.0001, 0.0293, 0.1672
Si, 6.0764, 8.132, 19.8049, 0.0093, -0.0375, -0.1536
Si, 6.935, 3.9818, 22.381, 0.0002, -0.0317, -0.3098
Si, 9.7567, 2.7846, 17.371, -0.0215, -0.0129, 0.0079
O, 7.1968, 6.3778, 13.973, -0.0266, 0.0041, -0.0898
O, 1.8806, 7.0698, 18.6769, -0.0073, 0.0079, 0.0153
O, 10.295, 4.039, 16.5271, 0.017, 0.0347, -0.0522
O, 6.1638, 9.9639, 17.0582, 0.0159, -0.0013, -0.0369
O, 10.1415, 0.7027, 14.4763, -0.0423, 0.0268, -0.1539
O, 8.4464, 6.1242, 18.864, -0.0094, -0.0131, 0.0225
O, 5.1634, 0.686, 14.432, 0.0336, -0.0239, -0.0841
O, 5.7205, 2.0621, 17.5251, -0.0043, -0.0004, -0.003
O, 8.3498, 1.96, 20.5527, -0.0291, -0.0056, 0.0645
O, 1.991, 4.31, 18.406, 0.0013, -0.014, 0.0214
O, 6.9765, 2.7757, 10.6759, 0.0673, -0.0195, -0.1869
O, 4.8658, 2.7055, 12.2292, 0.0509, 0.0299, -0.1629
O, 6.0281, 4.4005, 16.3513, -0.027, 0.0191, -0.0521
O, 4.5902, 3.8992, 9.9321, -0.0832, 0.0015, -0.2112
O, 10.6934, 2.7886, 21.5607, 0.049, 0.0498, 0.134
O, 9.7232, 6.1574, 14.9623, -0.0556, 0.0302, -0.1172
O, 6.0079, 6.496, 19.8449, -0.0004, -0.0024, 0.0434
O, 4.0826, 0.1795, 18.285, 0, -0.0024, 0.0017
O, 9.2557, 10.5562, 12.2788, 0.0107, -0.0976, -0.1406
O, 2.8543, 4.3659, 12.7044, 0.0379, -0.0349, -0.1118
O, 1.9162, 10.7119, 21.2117, 0.0008, -0.0464, 0.1388
O, 3.9946, 2.7326, 19.3845, -0.0066, 0.0041, 0.0289
O, 0.7261, 10.0446, 15.968, 0.0206, -0.01, -0.0435
O, 1.2733, 9.8159, 18.8382, 0.0027, 0.009, 0.038
O, 1.7133, 1.6755, 19.2767, -0.0091, -0.0076, 0.0339
O, 8.9358, 10.3943, 16.5069, 0.0019, 0.0029, -0.043
O, 4.8714, 8.5908, 18.7983, 0.0115, -0.0039, 0.029
O, 9.5706, 8.7643, 10.4852, -0.1162, -0.0403, -0.3317
O, 6.7444, 4.096, 18.8624, 0.0054, 0.0089, 0.0328
O, 2.8318, 1.729, 13.4135, -0.0146, 0.0427, -0.1659
O, 5.8317, 8.7825, 21.2687, 0.0238, 0.0512, 0.1701
O, 2.5444, 2.4543, 10.8749, 0.0074, 0.0153, -0.2768
O, 7.6166, 4.8596, 21.1782, -0.0139, -0.0536, 0.1658
O, 5.2088, 7.474, 12.5527, 0.0067, 0.0919, -0.1791
O, 0.4318, 9.0715, 12.4954, -0.0165, 0.0012, -0.1246
O, 7.5752, 1.0573, 13.5797, 0.013, 0.0049, -0.0807
O, 7.1054, 9.6359, 14.7499, -0.0346, 0.0332, -0.1366
O, 8.9757, 5.0337, 12.685, 0.0088, -0.0544, -0.1307
O, 8.0903, 8.0398, 16.915, -0.0072, 0.008, -0.0291
O, 6.2165, 2.5819, 21.9056, 0.002, 0.05, 0.1079
O, 2.4532, 9.0696, 14.1133, -0.0167, -0.0708, -0.1906
O, 0.4243, 4.4878, 11.8658, -0.0355, -0.0242, -0.1265
O, 0.8147, 8.3273, 20.9359, 0.0168, 0.0373, 0.1531
O, 9.3981, 3.8027, 10.3467, -0.0882, -0.0393, -0.2673
O, 9.6553, 2.3872, 12.5456, 0.0072, 0.0757, -0.127
O, 7.6207, 8.5718, 19.395, -0.0236, 0.0088, 0.0351
O, 2.556, 8.1747, 11.3676, 0.1137, 0.0032, -0.3802
O, 3.9778, 3.0616, 15.3818, -0.0096, -0.0318, -0.0745
O, 0.8388, 4.4922, 14.4406, 0.0414, 0.0026, -0.1421
O, 10.0575, 3.01, 18.9614, 0.0039, -0.0121, 0.0526
O, 9.1459, 7.8049, 12.9433, 0.0187, 0.0825, -0.1503
O, 10.5156, 0.5503, 20.0858, -0.0055, 0.0046, 0.0447
O, 6.0336, 5.0348, 11.94, 0.0056, -0.0814, -0.193
O, 8.1561, 2.7574, 17.0211, 0.0006, -0.0005, -0.0096
O, 3.5331, 5.4872, 16.7291, 0.0238, -0.0167, -0.0539
O, 4.673, 9.1226, 10.3781, -0.1112, -0.0071, -0.2246
O, 1.5286, 6.6794, 13.1773, 0.0191, 0.0457, -0.0963
O, 4.7601, 5.4911, 14.3455, 0.0461, 0.0574, -0.1625
O, 2.0497, 3.867, 20.9242, -0.0451, 0.0185, 0.1538
O, 10.5466, 1.4142, 16.9568, 0.0065, -0.0194, -0.0291
O, 0.9456, 6.0796, 16.5537, -0.0223, -0.007, -0.0524
O, 7.3483, 10.9597, 21.9297, -0.0058, -0.0641, 0.121
O, 5.934, 0.923, 19.9202, 0.0403, -0.0023, 0.0811
O, 6.0634, 10.0245, 12.4086, -0.042, -0.1326, -0.2393
O, 2.8417, 0.5497, 15.6058, 0.0148, 0.0231, -0.0615
O, 7.0587, 8.0109, 10.7849, 0.1196, -0.0001, -0.2788
O, 10.2433, 8.0261, 18.6909, 0.0148, 0.0061, 0.0183
O, 3.4432, 9.2041, 16.5828, -0.0312, 0.0006, -0.0554

Results
free energy: -141734.199 eV
free energy less fixed offsets of As -4856.12, O -568.88, Si -635.61 eV per atom: -4.989 eV

The program warned: the cutoff lies below the one the program advises for these potential files; the forces do not sum to zero within the program's tolerance; the exchange-correlation potential is rough where the density is thin.
